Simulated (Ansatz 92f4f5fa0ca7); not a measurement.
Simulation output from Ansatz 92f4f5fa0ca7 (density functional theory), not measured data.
Periodic cell of 462 atoms, Si286O176, from a study of silicon, its oxide and their interface. The atomic structure is a simulated model.
This geometry differs little from another in the collection (a relaxation step or a small displacement).

Settings
functional: r2SCAN
potential files: Ansatz PAW
basis: plane waves
wave-function cutoff: 800 eV
density cutoff ratio: 5
exchange-correlation grid ratio: 1
k mesh: 1 x 1 x 1, Gamma-centred
self-consistency stop: 1e-10 eV per atom in the density residual
occupations: fixed
spin: none
net charge: 0

Cell vectors (angstrom)
a 16.332 0 0
b 0 16.332 0
c 0 0 29.6311

Atoms and the computed forces on them: element, x, y, z (angstrom), force x, y, z (eV/angstrom)
Si -0.233 0.409 0.14 0.004 0.063 0.022
Si 2.631 2.755 0.291 0.077 -0.025 -0.083
Si -0.26 6.076 0.255 -0.048 -0.003 0.005
Si 2.726 8.55 -0.059 0.033 0.035 0.172
Si 0.696 10.992 -0.021 -0.003 0.001 0.084
Si 2.209 15.179 -0.846 0.078 0.008 0.077
Si 3.847 1.383 -1.135 -0.016 -0.018 0.166
Si 7.986 3.172 -0.478 0.041 -0.074 0.018
Si 5.859 5.424 0.181 0.061 -0.001 0.071
Si 8.07 10.808 0.861 -0.1 0.037 -0.01
Si 5.75 11.234 0.234 0.018 0.068 -0.042
Si 8.954 15.122 -1.131 -0.061 0.036 0.053
Si 14.021 2.73 0.173 -0.071 -0.076 0.054
Si 12.348 1.373 1.188 0.006 0.013 -0.049
Si 11.382 7.345 -0.807 0.109 -0.058 0.114
Si 15.183 9.836 1.14 -0.035 0.009 -0.037
Si 7.715 11.366 3.097 0.093 -0.056 -0.013
Si 11.858 16.369 -0.779 -0.031 0.134 0.049
Si 1.293 1.407 1.633 0.03 0.042 0.045
Si 4.136 4.215 1.42 0.043 0.011 0.056
Si 1.51 7.063 1.393 -0.029 0.023 -0.021
Si 4.31 9.664 1.331 -0.046 -0.028 -0.013
Si 1.632 12.466 1.588 0.051 0.017 -0.013
Si 3.072 14.329 1.153 -0.004 0.018 0.045
Si 6.687 1.4 0.271 -0.059 -0.032 0.029
Si 9.578 3.905 1.217 0.049 0.126 0.033
Si 7.157 6.977 1.443 0.02 0.072 0.03
Si 9.038 8.5 0.844 -0.023 -0.056 -0.068
Si 5.974 13.018 3.205 -0.088 0.078 -0.109
Si 8.679 15.588 2.725 0.07 0.019 0.036
Si 12.956 -2.052 -0.251 -0.065 -0.033 -0.016
Si 15.152 4.253 1.482 0.022 -0.027 0.096
Si 12.515 7.119 1.243 -0.053 0.143 0.157
Si 13.774 8.085 -2.172 -0.015 -0.073 0.128
Si 11.71 12.692 1.109 0.035 0.051 -0.004
Si 16.211 13.642 2.635 -0.044 0.006 0.005
Si 0.029 2.856 2.923 -0.012 -0.045 -0.003
Si 2.64 -0.189 2.727 0.007 0.086 -0.045
Si 0.032 8.383 2.698 -0.025 -0.029 0.044
Si 2.766 5.583 2.74 0.024 -0.001 0.033
Si -1.497 15.003 1.16 0.023 -0.019 -0.017
Si 2.856 10.883 2.819 -0.001 -0.052 0.028
Si 5.337 2.755 2.794 -0.079 0.073 0.044
Si 7.579 -0.699 0.611 0.033 -0.044 -0.064
Si 5.582 8.216 2.724 -0.022 0.048 0.029
Si 8.309 5.36 2.694 0.005 0.017 -0.068
Si 5.303 13.456 1.053 -0.021 -0.171 -0.075
Si 9.743 12.112 -0.262 0 -0.079 -0.01
Si 10.842 2.529 2.618 0.014 -0.007 0.025
Si 13.583 -0.001 2.666 -0.077 0.025 0.042
Si 10.817 8.199 2.563 -0.005 -0.044 0.004
Si 13.516 5.46 2.642 0.077 0.009 -0.061
Si 10.54 13.926 2.857 0.018 -0.034 -0.001
Si 13.395 11.085 2.358 0.068 0.004 0.059
Si 1.447 4.197 4.163 -0.034 -0.026 -0.032
Si 4.046 1.25 4.052 0.038 0.011 0.017
Si 1.405 9.581 4.141 0.027 0.015 -0.027
Si 4.17 6.877 4.086 -0.008 0.004 0.009
Si 1.217 14.942 4.115 0.051 -0.052 0.024
Si 4.127 12.148 4.304 -0.015 -0.068 0.045
Si 6.847 4.058 4.055 -0.018 -0.027 0.014
Si 9.517 1.156 3.971 -0.028 -0.027 -0.016
Si 6.791 9.543 4.232 -0.044 0.038 0.023
Si 9.626 6.763 4.053 -0.003 -0.056 -0.012
Si 6.964 14.856 4.204 0.022 0.014 0.007
Si 9.498 12.34 4.241 -0.03 0.056 0.033
Si 12.176 4.03 3.977 -0.049 0.002 0.006
Si 14.919 1.386 4.087 0.046 0.014 0.015
Si 12.166 9.647 3.862 -0.034 0.036 0.006
Si 14.942 6.883 3.952 -0.022 0.047 0.008
Si 12.213 15.029 4.101 0.009 -0.004 -0.013
Si 14.82 12.26 3.918 0.007 0.01 0.001
Si -0.056 0.026 5.466 -0.059 0.01 -0.009
Si 2.75 2.704 5.446 0.007 0.015 0.014
Si -0.025 5.54 5.404 -0.009 0.02 -0.03
Si 2.754 8.18 5.476 0.012 -0.009 0.04
Si -0.064 10.958 5.352 -0.007 -0.047 -0.004
Si 2.679 13.613 5.455 -0.004 0.016 -0.005
Si 5.499 -0.036 5.388 -0.049 0.019 0.027
Si 8.181 2.616 5.348 0.006 -0.025 0.001
Si 5.509 5.454 5.425 -0.004 0.026 0.015
Si 8.239 8.133 5.432 0.006 0.051 -0.017
Si 5.421 10.789 5.677 -0.001 -0.012 -0.034
Si 8.216 13.618 5.705 0.021 -0.02 -0.022
Si 10.898 0.029 5.498 -0.056 -0.035 0.025
Si 13.56 2.755 5.419 -0.033 -0.015 -0.009
Si 10.913 5.395 5.428 0.036 -0.038 -0.016
Si 13.553 8.243 5.285 0.015 -0.025 0.004
Si 10.903 10.904 5.411 0.016 0.007 0.016
Si 13.569 13.606 5.397 0.011 0.004 0.012
Si 1.335 1.38 6.799 0.016 0.023 -0.001
Si 4.135 4.083 6.784 0.004 -0.024 -0.014
Si 1.356 6.82 6.797 0.01 0.031 0
Si 4.047 9.46 6.96 -0.039 -0.01 -0.008
Si 1.305 12.252 6.79 -0.026 -0.009 0.001
Si 4.087 14.991 6.766 0.074 -0.035 0
Si 6.813 1.336 6.783 -0.003 -0.014 -0.002
Si 9.522 4.013 6.745 0.007 0.022 -0.007
Si 6.854 6.802 6.816 -0.008 -0.044 -0.017
Si 9.573 9.522 6.796 0.027 0.008 -0.003
Si 6.802 12.217 6.928 -0.012 0.006 0.006
Si 9.581 15.026 6.935 -0.009 -0.011 -0.014
Si 12.222 1.419 6.829 0.023 0.001 -0.009
Si 14.959 4.136 6.75 0.004 -0.017 0.005
Si 12.277 6.816 6.726 -0.02 -0.012 -0.012
Si 14.942 9.551 6.709 -0.003 0.029 -0.004
Si 12.237 12.256 6.798 -0.014 -0.005 0.012
Si 14.928 14.96 6.79 0.005 0.01 0.006
Si -0.018 2.768 8.131 -0.004 -0.034 -0.002
Si 2.727 0.024 8.141 0.013 0.002 0.008
Si -0.026 8.193 8.114 -0.004 -0.026 -0.001
Si 2.735 5.439 8.138 -0.022 -0.007 -0.013
Si -0.021 13.617 8.163 -0.005 -0.018 0.011
Si 2.656 10.891 8.191 0.024 -0.014 0.009
Si 5.469 2.712 8.154 0.046 0.024 0.008
Si 8.157 0.034 8.221 0.017 0.017 0.012
Si 5.468 8.106 8.23 0.016 0.029 -0.006
Si 8.206 5.402 8.143 -0.021 -0.02 -0.006
Si 5.422 13.64 8.174 -0.028 -0.021 -0.004
Si 8.201 10.855 8.201 0.004 -0.003 -0.001
Si 10.847 2.731 8.206 -0.021 0.002 0.007
Si 13.576 0.006 8.134 0.003 -0.026 0
Si 10.933 8.144 8.139 -0.022 0.022 -0.023
Si 13.604 5.466 8.149 0.022 0.049 -0.004
Si 10.913 13.609 8.217 -0.001 0.023 0.023
Si 13.609 10.877 8.129 -0.018 0.034 -0.02
Si 1.4 4.067 9.507 0.014 0.008 0.005
Si 4.076 1.384 9.527 -0.007 0.001 0.033
Si 1.329 9.498 9.531 -0.03 0.016 0.01
Si 4.076 6.77 9.566 0.034 0.013 -0.003
Si 1.381 14.968 9.5 0.017 0.023 -0.004
Si 4.044 12.292 9.493 -0.005 0.029 -0.008
Si 6.841 4.059 9.515 -0.018 -0.004 -0.02
Si 9.495 1.378 9.608 -0.032 -0.013 -0.019
Si 6.825 9.511 9.547 0.002 -0.023 -0.016
Si 9.573 6.784 9.504 0.007 0.002 -0.008
Si 6.801 14.972 9.548 -0.002 -0.029 0.017
Si 9.521 12.255 9.552 -0.015 0.016 0.025
Si 12.221 4.103 9.531 -0.029 -0.013 0.016
Si 14.934 1.386 9.459 -0.035 -0.001 0.003
Si 12.294 9.492 9.517 0.024 -0.007 0.001
Si 14.971 6.828 9.507 0.011 -0.014 0.007
Si 12.245 15.003 9.547 -0.014 -0.051 -0.004
Si 14.936 12.246 9.506 0.036 0.001 -0.004
Si -0.001 0.042 10.772 0.01 0.002 0.013
Si 2.749 2.739 10.953 -0.006 0.025 -0.004
Si 0.018 5.433 10.806 -0.003 0.039 -0.027
Si 2.738 8.185 10.929 -0.011 0.011 -0.011
Si -0.053 10.852 10.843 0.014 -0.02 -0.005
Si 2.725 13.613 10.914 0.009 -0.039 0.008
Si 5.422 -0.002 10.869 -0.006 0.001 0.006
Si 8.149 2.752 10.97 -0.029 0.01 0.008
Si 5.448 5.375 10.868 -0.029 0.006 0.015
Si 8.186 8.121 10.865 -0.007 0.015 -0.014
Si 5.453 10.966 10.807 0.035 -0.04 -0.006
Si 8.159 13.626 10.949 0 -0.012 -0.021
Si 10.839 -0.038 10.937 -0.013 0.008 0.028
Si 13.518 2.647 10.866 0.03 -0.036 -0.02
Si 10.929 5.49 10.943 -0.004 0.002 0.018
Si 13.648 8.161 10.957 -0.004 0.043 0.01
Si 10.904 10.862 10.821 0.003 0.002 0.012
Si 13.607 13.642 10.87 -0.017 0.033 0.003
Si 1.335 1.317 12.215 -0.011 -0.018 0.038
Si 4.172 4.066 12.355 0.009 -0.005 0.019
Si 1.37 6.729 12.23 -0.021 -0.036 -0.015
Si 4.108 9.713 12.208 -0.007 -0.01 -0.022
Si 1.297 12.203 12.158 -0.017 0.051 0.02
Si 4.114 14.982 12.291 0.058 0.039 0.027
Si 6.744 1.336 12.258 -0.015 0.031 0.031
Si 9.525 4.162 12.298 0.005 -0.002 0.02
Si 6.767 6.772 12.19 -0.006 -0.01 0.011
Si 9.563 9.504 12.177 -0.003 0.033 -0.014
Si 6.758 12.269 12.275 0.016 -0.038 -0.016
Si 9.527 14.941 12.372 0.003 -0.041 -0.02
Si 12.137 1.317 12.332 0.005 0.058 0.019
Si 14.972 4.01 12.071 0.025 0.012 0.025
Si 12.349 6.774 12.372 0.005 -0.024 -0.007
Si 15.021 9.532 12.331 -0.011 -0.02 0.039
Si 12.207 12.259 12.175 0.014 -0.048 0.036
Si 14.977 15.069 12.15 -0.025 -0.025 0.01
Si -0.189 2.571 13.48 -0.032 0.006 0.018
Si 2.631 -0.064 13.615 0.011 -0.022 -0.019
Si 0.127 8.129 13.638 0.059 0.029 0.06
Si 2.939 5.625 13.63 0.028 0.132 0.006
Si 0.004 13.674 13.422 0.037 -0.01 -0.037
Si 2.661 11.002 13.63 0.03 -0.065 -0.063
Si 5.391 2.55 13.764 -0.021 0.02 -0.042
Si 8.195 0.11 13.631 0.034 0.038 0.058
Si 5.503 8.298 13.444 -0.033 -0.012 0.035
Si 8.147 5.546 13.647 -0.009 0.011 -0.059
Si 5.606 13.76 13.721 0.013 -0.034 -0.016
Si 8.156 10.848 13.501 -0.013 -0.071 0.063
Si 10.853 2.812 13.7 0.026 -0.038 -0.032
Si 13.547 -0.108 13.614 -0.004 -0.035 -0.01
Si 10.877 8.174 13.599 0.019 -0.01 -0.005
Si 12.562 3.875 14.982 -0.01 -0.024 -0.099
Si 10.75 13.363 13.697 -0.049 0.007 0.029
Si 13.697 11.086 13.542 0.035 0.051 -0.144
Si 1.758 3.635 15.669 0.035 0.017 -0.145
Si 3.797 1.341 15.039 -0.059 0.042 -0.089
Si 1.912 9.136 14.811 0.055 -0.002 -0.134
Si 3.773 7.512 14.717 -0.059 -0.013 -0.08
Si 1.504 14.646 14.869 -0.049 -0.104 -0.038
Si 3.081 12.827 15.164 -0.051 -0.013 -0.074
Si 7.113 3.206 15.248 0.024 -0.082 -0.066
Si 7.012 -1.248 15.086 0.011 0.018 -0.057
Si 7.083 9.286 14.809 -0.033 0.01 -0.176
Si 9.286 7.099 14.9 -0.02 0.059 0.029
Si 9.113 18.156 14.948 -0.055 0.084 -0.095
Si 9.542 11.874 15.054 0.054 0.091 -0.117
Si 13.812 5.305 13.601 -0.022 0.012 -0.01
Si 14.61 1.507 14.875 -0.027 -0.027 -0.118
Si 11.594 9.591 15.275 -0.019 0.036 -0.077
Si 17.071 5.583 17.445 -0.002 -0.025 -0.125
Si 13.116 14.518 15.202 0.008 -0.004 -0.112
Si 14.749 12.737 14.797 -0.024 0.173 -0.033
Si -2.804 8.265 16.809 -0.029 -0.003 -0.171
Si 17.377 3.278 25.081 0.047 -0.007 0.087
Si 17.608 20.964 27.836 -0.03 0.031 0.074
Si -3.118 3.461 24.11 -0.041 -0.016 0.052
Si -6.37 17.772 21.893 -0.007 0.012 0.004
Si -10.384 22.814 25.389 -0.016 0.029 0.067
Si 7.517 -5.775 19.971 0 0.008 -0.063
Si 16.862 1.226 21.585 0.006 -0.035 -0.023
Si -20.833 17.575 19.677 -0.021 -0.049 -0.11
Si -3.347 13.062 26.372 -0.035 0.032 0.017
Si 2.464 10.281 23.008 0.028 0.048 0.059
Si 16.697 8.606 21.937 -0.036 0.022 -0.047
Si -2.705 7.488 19.616 0.034 0.027 -0.112
Si 14.747 11.048 17.281 0.033 0.008 -0.094
Si 4.784 16.152 21.842 -0.018 -0.017 0.009
Si 15.879 -6.666 19.46 0.029 -0.013 -0.071
Si 8.525 13.083 16.813 -0.003 -0.012 -0.138
Si 16.104 11.801 23.592 -0.009 0.002 0.01
Si 10.691 -11.097 17.06 -0.003 -0.023 -0.133
Si 3.887 18.691 25.56 -0.018 -0.033 0.088
Si -6.502 28.997 19.609 0.017 -0.005 -0.062
Si -0.79 30.474 25.192 0.028 -0.072 0.065
Si 11.72 4.437 28.714 0.04 -0.028 0.139
Si 5.049 9.93 21.411 0.046 -0.02 -0.004
Si 1.934 9.523 17.886 -0.023 0.001 -0.149
Si 5.734 11.484 27.562 -0.005 -0.032 0.202
Si 8.038 7.623 20.746 -0.009 0.052 -0.018
Si 3.841 6.486 27.619 -0.037 0.044 0.13
Si 7.949 31.467 25.54 -0.036 -0.018 0.073
Si 21.543 -25.586 20.126 -0.013 0.022 -0.077
Si -6.263 -3.378 25.021 0.006 -0.035 0.083
Si 3.472 28.297 18.129 0.004 0.013 -0.117
Si -2.797 31.551 18.261 0.037 -0.037 -0.158
Si 22.338 20.088 24.194 0.018 0 0.051
Si 20.682 18.616 19.977 0.015 -0.038 -0.037
Si 10.697 4.345 22.343 0.005 0.016 0.03
Si -2.411 1.635 21.832 -0.034 0.018 -0.006
Si 8.827 27.113 26.861 -0.038 0.081 0.132
Si 19.869 -0.412 24.524 0.049 -0.024 0.013
Si -5.212 13.318 22.321 -0.046 -0.041 -0.015
Si 15.219 -9.689 14.964 -0.043 -0.019 -0.153
Si 18.437 0.583 19.036 0.023 -0.011 -0.091
Si 6.736 -8.039 23.324 0.024 0.017 0.012
Si 14.427 10.405 25.74 0.003 0.059 0.005
Si 4.205 -18.011 19.187 0.031 0.047 -0.053
Si 10.923 6.388 20.03 -0.005 -0.001 -0.093
Si 8.29 8.069 25.711 -0.034 0.02 0.033
Si 19.965 -21.366 25.563 0.006 0.055 0.103
Si 26.417 5.591 24.881 -0.012 -0.028 0.044
Si 6.901 2.086 18.097 0.015 -0.011 -0.142
Si 22.677 10.985 17.311 0.048 -0.018 -0.119
Si 1.244 12.744 27.142 0.042 -0.028 0.111
Si 32.336 6.003 20.42 -0.011 0.022 -0.066
Si 26.17 3.049 26.726 -0.027 0.01 0.049
Si 5.245 -2.67 25.687 0.021 -0.035 0.103
Si 13.49 -5.103 21.818 -0.022 0.031 -0.047
Si 9.754 18.767 17.76 -0.039 -0.037 -0.12
Si -15.773 16.662 24.495 0.042 -0.008 0.018
Si -9.019 0.96 23.36 -0.045 -0.051 0.04
Si -4.263 -0.132 23.375 -0.018 -0.001 0.033
Si 3.552 -9.23 17.624 0.003 0.001 -0.148
Si 5.709 15.938 16.813 -0.049 0.07 -0.082
Si 20.421 4.742 21.803 0.047 -0.022 -0.036
Si 1.122 4.146 22.343 -0.015 0.001 0.002
Si -2.473 8.735 23.294 0.02 0.023 0
Si 13.177 6.275 24.933 -0.066 -0.027 0.024
Si 29.128 28.606 19.048 -0.004 0.037 -0.09
Si 30.808 7.835 29.713 0.076 -0.041 0.05
Si 11.982 17.57 25.964 -0.014 -0.016 0.158
Si 32.53 -0.135 17.121 0.001 -0.042 -0.19
O 1.986 -0.291 -4.693 -0.037 0.015 -0.002
O -1.263 1.582 -0.474 0.073 -0.04 -0.021
O 5.437 13.068 -2.434 -0.01 0.071 -0.102
O 0.135 5.655 -1.291 -0.023 0.005 -0.094
O 0.339 1.825 -4.575 -0.033 -0.01 0.001
O 10.407 1.722 -3.649 0.006 -0.029 -0.043
O 17.482 4.046 -12.523 -0.007 -0.006 0.067
O -6.05 -0.272 -1.103 0.019 -0.022 -0.021
O 0.538 19.791 -14.982 0.05 -0.001 -0.028
O -2.765 11.484 -9.403 0.024 -0.029 0.042
O 28.43 -8.815 -9.479 -0.013 0.014 0.037
O 8.247 14.464 -13.621 0.043 -0.069 0.064
O -3.636 16.402 -10.652 -0.028 0.045 0.069
O 12.415 -15.562 -2.156 0.041 -0.006 -0.132
O 3.549 2.127 -2.531 -0.035 0.065 -0.118
O 24.431 15.406 -2.494 -0.031 -0.015 -0.111
O 16.82 16.631 -6.738 -0.012 -0.001 0.003
O 2.162 13.861 -1.773 -0.033 -0.036 -0.058
O 10.994 3.366 -1.839 -0.011 -0.008 -0.006
O 12.174 -7.948 -1.82 0.001 0.014 -0.057
O -6.686 -14.896 -13.156 0.021 0.002 0.12
O 17.694 0.473 -9.177 -0.014 -0.003 0.052
O 6.225 18.142 1.785 0.054 -0.04 -0.037
O 11.481 13.137 -3.834 0.014 0.01 -0.012
O 11.631 5.913 -4.466 0.037 0.023 0.001
O 15.386 0.882 -13.466 0.044 0.016 0.077
O 25.95 4.284 -3.911 -0.012 0.008 -0.013
O 3.367 -0.15 -1.367 -0.002 0.009 -0.077
O 9.918 3.055 -7.873 -0.003 0.012 0.003
O 7.352 21.105 -14.752 0.021 0.023 -0.024
O 21.754 -14.976 -0.766 0.029 -0.053 -0.003
O 23.926 -8.941 -7.348 -0.006 -0.016 -0.006
O 25.784 6.981 -9.295 -0.008 -0.007 0.024
O 9.3 14.367 -4.499 0.013 0.01 -0.024
O 4.878 15.096 -9.027 0.012 -0.008 0.007
O 16.388 13.528 -3.219 -0.05 0.04 -0.033
O -7.827 19.168 27.626 -0.039 0.003 -0.036
O 0.17 9.876 20.932 -0.009 0.016 0.038
O 4.445 0.488 16.276 0.022 -0.05 0.075
O 2.896 -0.803 18.86 -0.016 -0.007 0.013
O 6.299 26.369 16.017 -0.041 0.028 0.053
O -18.762 7.459 15.479 -0.006 0.016 0.061
O -0.252 6.114 16.261 0.056 -0.014 0.108
O 7.25 10.239 18.413 0.002 -0.037 0.051
O -16.929 15.731 25.098 -0.028 0.038 -0.015
O 6.684 -13.24 16.83 -0.015 -0.012 0.104
O -7.085 13.394 18.259 0.022 0.006 0.068
O -4.456 20.145 23.29 0.009 0 -0.016
O 0.983 0.733 17.894 0.04 0.032 0.064
O -1.192 -0.812 18.172 -0.019 -0.006 0.071
O 16.999 8.834 18.622 -0.051 -0.027 0.052
O 13.151 -6.678 22.138 0.001 -0.034 -0.012
O 8.488 17.267 22.254 0.023 0.004 -0.033
O 3.753 13.103 19.236 -0.01 -0.014 0.042
O 20.412 3.761 20.524 -0.017 0.042 0.026
O 4.672 -3.203 14.933 -0.038 -0.025 -0.042
O 12.213 16.287 24.99 0.002 -0.028 -0.034
O 20.635 7.019 16.201 0.066 -0.056 0.178
O 4.258 17.343 24.765 0.02 0.014 -0.022
O 1.313 2.599 21.919 0.012 0.007 0.004
O 4.845 11.19 17.819 -0.028 -0.004 0.038
O 17.835 19.868 28.996 -0.007 -0.021 -0.029
O 23.1 0.571 17.568 0.01 0.002 0.093
O 23.024 -2.166 25.188 0.04 0.005 -0.04
O 11.55 5.905 28.049 -0.037 0.004 -0.13
O -2.778 -13.69 15.455 -0.013 -0.023 0.058
O 15.747 11.017 24.999 0.009 -0.015 0.017
O 27.923 14.025 14.949 0.019 0.016 0.016
O 7.761 16.522 24.722 0.008 0.05 -0.03
O 20.892 12.444 24.846 -0.007 -0.017 -0.033
O 12.873 18.808 25.367 0.046 0.033 -0.025
O 17.866 9.669 16.323 -0.031 0.041 0.211
O 18.442 6.411 17.503 -0.02 0.027 0.026
O 5.004 4.122 22.98 -0.026 0.002 -0.02
O -1.916 -10 20.425 -0.004 -0.024 0.016
O -1.426 11.532 22.539 0.004 0.006 -0.004
O -5.108 5.218 21.098 0.013 -0.023 0.007
O -1.742 9.482 16.91 0.014 -0.017 0.049
O 26.187 27.433 28.082 -0.011 -0.022 -0.055
O 9.717 3.95 17.188 -0.019 -0.011 0.05
O -0.239 13.397 23.863 0.01 0.022 -0.021
O -8.182 25.557 20.599 0.009 -0.005 0.003
O 8.639 11.706 20.133 -0.002 0.005 0.029
O -7.918 18.592 18.672 0.019 0.008 0.073
O -6.167 -3.666 23.439 0.004 -0.003 -0.029
O 9.787 -11.053 23.312 -0.013 0 -0.015
O 19.485 1.823 18.982 -0.004 0.025 -0.008
O 10.458 -5.672 15.683 0.009 -0.018 0.083
O 18.001 -6.592 29.204 -0.032 -0.006 -0.058
O 0.729 3.971 26.485 -0.047 0 -0.056
O 16.807 7.261 21.052 0.026 0.005 -0.002
O 5.182 3.277 25.49 0.003 0.007 -0.024
O 4.488 6.527 18.792 0.026 -0.024 0.084
O 1.255 11.383 23.075 -0.005 -0.006 -0.032
O 27.25 20.931 30.125 0.018 -0.096 -0.046
O 2.727 18.687 15.756 0.015 -0.028 0.031
O 11.212 -4.374 19.135 -0.01 -0.024 0.018
O 5.904 9.509 22.71 -0.012 0.005 -0.002
O 2.334 27.252 18.607 0.011 0.031 0.066
O 20.867 6.405 26.165 0.015 0.003 -0.07
O -2.848 11.535 26.367 -0.003 -0.037 -0.005
O 2.681 5.378 27.592 0.006 0.003 -0.022
O 3.73 15.577 22.947 -0.013 0.004 -0.02
O -2.178 2.734 23.006 0.017 -0.004 -0.007
O 15.394 11.959 16.12 0.03 -0.078 0.108
O 12.93 -22.303 14.797 0.002 -0.014 0.096
O -0.658 -5.295 18.614 0.036 0.021 0.051
O 16.333 4.751 21.359 0.007 -0.034 0.024
O 6.377 -1.819 30.041 0.053 0.124 0.019
O 41.609 9.186 26.653 0.046 -0.042 -0.01
O 12.825 2.051 20.691 0.024 0.045 0.03
O 8.182 8.218 15.411 0.01 -0.035 0.035
O -13.066 8.64 17.991 0.036 0.006 0.031
O 3.199 10.224 24.45 -0.017 -0.049 -0.055
O -5.185 2.189 18.546 0.058 0.001 0.057
O 14.492 25.19 19.725 -0.024 -0.013 0.031
O 27.338 5.787 18.534 0.025 0.032 0.103
O 4.207 -1.452 25.551 -0.034 0.037 -0.009
O 13.275 23.59 23.621 0.001 0.005 -0.012
O 9.946 6.385 16.212 0.028 -0.02 0.059
O 7.788 8.875 24.4 -0.003 0.012 -0.023
O 7.006 7.282 26.34 0.002 -0.005 0
O 5.214 14.862 17.929 0.005 -0.014 0.078
O 5.005 6.17 28.673 -0.002 0.008 -0.088
O 10.558 17.059 20.555 -0.014 -0.028 0.005
O 15.438 8.54 22.953 0.007 -0.006 0.028
O 16.393 5.675 18.894 -0.031 0.009 0.082
O 6.152 0.086 22.649 0.038 0.001 0
O 14.676 25.687 26.946 0 -0.053 0.013
O 13.227 3.828 28.831 -0.047 0.139 -0.071
O 12.031 21.049 16.288 0.005 0.041 0.082
O -2.368 -2.442 25.392 0.024 0.029 -0.045
O 0.653 15.087 16.225 -0.065 0.079 0.136
O 29.752 0.269 22.564 0.03 -0.023 -0.002
O 3.203 24.227 28.139 0.012 -0.06 -0.146
O 18.081 8.85 22.729 0.008 -0.03 0.014
O 19.237 12.583 16.752 -0.028 0.046 0.114
O 12.015 25.145 16.646 0.005 -0.009 0.078
O 17.098 15.977 28.69 -0.022 -0.007 -0.071
O 10.957 17.337 23.083 -0.017 0.023 -0.01
O -10.676 7.361 24.071 -0.009 -0.009 -0.008
O 29.933 25.934 24.624 -0.041 -0.008 -0.015
O 7.049 12.416 17.035 -0.036 0.027 0.089
O 9.336 -9.406 25.335 0.048 -0.034 -0.019
O -19.482 -18.807 19.077 -0.005 -0.026 0.062
O -10.547 2.327 19.228 -0.041 0.018 0.081
O -10.264 27.277 20.63 -0.032 0.004 0.023
O -4.701 -1.583 22.857 0.021 0.021 0
O 4.808 -7.721 20.488 -0.018 0.002 0.012
O 6.818 23.339 19.864 -0.004 -0.026 -0.002
O -2.438 21.17 24.636 0.046 0.008 -0.001
O 12.365 28.621 22.276 0.023 -0.008 0.024
O -12.713 -5.773 21.876 -0.012 0.004 -0.027
O 2.542 4.921 22.253 -0.008 0.007 0.013
O 4.345 1.247 21.221 -0.017 0.032 0.018
O 2.634 -13.253 24.864 0 0.009 -0.041
O 25.603 11.691 25.615 0.002 -0.001 -0.039
O 10.317 -2.804 20.912 0.001 0.034 0.026
O 13.061 15.083 16.723 -0.004 0.041 0.129
O 13.605 7.217 18.024 -0.004 -0.046 0.069
O -3.032 11.674 17.636 -0.032 0.01 0.026
O 29.462 13.598 27.887 0.05 -0.021 -0.021
O 6.96 2.523 23.71 0.017 0.028 -0.003
O 18.594 11.911 26.197 -0.005 -0.01 -0.035
O 4.597 10.648 26.715 -0.064 -0.043 -0.1
O 4.732 6.15 21.357 -0.006 -0.007 0.041
O 9.86 7.887 29.137 -0.04 0.071 0.039
O 16.892 4.212 23.86 -0.02 0.021 -0.016
O 9.37 -2.784 28.649 0.066 -0.017 0.016
O 15.338 17.782 21.088 0.003 0.001 -0.009
O 18.888 -11.439 15.056 0.027 -0.079 0.071
O 13.82 6.972 26.252 0.001 0.025 -0.069
O 22.989 5.116 24.814 0.002 -0.023 -0.022
O 6.907 4.41 29.072 -0.016 -0.026 -0.09
O 16.798 11.783 28.2 0.002 0.021 -0.107
O 23.594 11.122 27.129 0.046 -0.035 -0.102

Results
free energy: -283313.871 eV
free energy less fixed offsets of O -570.45, Si -639.56 eV per atom: -0.511 eV

The program warned: the cutoff lies below the one the program advises for these potential files; the forces do not sum to zero within the program's tolerance; empty levels may hold ghost states of the PAW files; the exchange-correlation potential is rough where the density is thin.
